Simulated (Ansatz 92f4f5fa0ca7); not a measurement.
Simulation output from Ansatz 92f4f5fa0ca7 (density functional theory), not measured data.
Periodic cell of 226 atoms, Si134O92, from a study of silicon, its oxide and their interface. The atomic structure is a simulated model.
Doubt: the cutoff is far below the 930 eV that the study's wrapper takes by default for these files, so forces and energies are approximate.
This geometry differs little from another in the collection (a relaxation step or a small displacement).

Settings
functional: PBE
potential files: Ansatz PAW
basis: plane waves
wave-function cutoff: 580 eV
density cutoff ratio: 5
exchange-correlation grid ratio: 1
k mesh: 1 x 1 x 1, Gamma-centred
self-consistency stop: 5e-08 eV per atom in the density residual
occupations: fixed
spin: none
net charge: 0

Cell vectors (angstrom)
a 10.938 0 0
b 0 10.938 0
c 0 0 32.636

Atoms and the computed forces on them: element, x, y, z (angstrom), force x, y, z (eV/angstrom)
Si 0.3058 -0.2706 25.1099 -0.0108 0.0109 0.0261
Si 5.6402 -0.3687 25.2019 -0.0173 -0.0099 -0.0195
Si 2.5911 2.8803 25.1312 0.0107 -0.0178 0.0161
Si 7.924 2.9044 25.1707 0.0122 -0.0133 0.0028
Si 0.2934 5.0776 25.3251 0.0016 -0.0002 -0.0112
Si 5.7156 5.1982 25.0587 -0.01 0.0206 0.0209
Si 2.5235 8.3372 25.077 0.0023 -0.0094 -0.0027
Si 8.0133 8.4647 25.2522 0.0003 -0.002 0.036
Si 1.4515 1.2884 26.4605 -0.0088 0.001 -0.0053
Si 6.7669 1.3163 26.4629 0.0112 0.0158 0.0105
Si 4.1347 4.0924 26.4453 -0.0065 0.0039 -0.0015
Si 9.5529 3.9876 26.5284 -0.0114 -0.0034 0.0114
Si 1.4003 6.7855 26.4937 0.001 0.0079 0.0083
Si 6.8596 6.7813 26.4364 -0.0049 0.0029 -0.006
Si 4.0825 9.4372 26.5108 -0.0048 0.0008 0.0085
Si 9.6044 9.6251 26.509 -0.0037 -0.0003 -0.0067
Si 2.7892 -0.0438 27.8608 0.0026 0.002 0.0108
Si 8.211 0.0364 27.8554 0.0046 -0.0046 0.0068
Si 0.0357 2.6466 27.8492 0.0104 -0.0032 0.0036
Si 5.4527 2.7121 27.8471 -0.0009 0.0033 0.0102
Si 2.7883 5.4624 27.8542 0.0049 -0.0064 0.0067
Si 8.2346 5.4509 27.8476 0.0024 0.004 0.004
Si 0.0032 8.1796 27.8429 -0.0007 0.0022 0.0046
Si 5.4915 8.1213 27.8546 0.0091 -0.0014 0.0058
Si 4.1018 1.3673 29.2178 0.0025 -0.0742 0.1704
Si 9.5708 1.3673 29.2178 0.0664 -0.0355 0.322
Si 1.3673 4.1018 29.2178 0.0796 -0.1198 -0.2542
Si 6.8362 4.1018 29.2178 -0.0005 -0.0624 -0.1384
Si 4.1018 6.8362 29.2178 0.1598 -0.1811 0.3698
Si 9.5708 6.8362 29.2178 0.0155 -0.0312 0.0539
Si 1.3673 9.5708 29.2178 0.0255 -0.0996 -0.0651
Si 6.8362 9.5708 29.2178 0.0464 -0.0949 -0.2398
Si 0 0 30.585 -0.1018 -0.0397 -0.0078
Si 5.469 0 30.585 -0.0323 0.053 -0.0118
Si 2.7345 2.7345 30.585 -0.0304 -0.0226 -0.0036
Si 8.2035 2.7345 30.585 0.046 0.0419 -0.0159
Si 0 5.469 30.585 -0.0425 0.0329 -0.0365
Si 5.469 5.469 30.585 -0.0749 0.0143 0.0166
Si 2.7345 8.2035 30.585 -0.0427 0.0075 -0.0194
Si 8.2035 8.2035 30.585 0.0127 0.0146 -0.0159
Si 1.3673 1.3673 31.9523 0.0034 0.0058 -0.024
Si 6.8362 1.3673 31.9523 0.0469 -0.0389 -0.0259
Si 4.1018 4.1018 31.9523 0.0293 -0.0265 -0.0041
Si 9.5708 4.1018 31.9523 -0.0018 0.0007 -0.0185
Si 1.3673 6.8362 31.9523 0.0481 -0.0316 -0.0311
Si 6.8362 6.8362 31.9523 0.0181 -0.0262 -0.0166
Si 4.1018 9.5708 31.9523 0.0024 -0.0235 -0.0268
Si 9.5708 9.5708 31.9523 0.044 -0.0101 -0.0039
Si 2.7345 0 0.6835 -0.0073 0.0115 0.0214
Si 8.2035 0 0.6835 -0.0261 0.0473 0.0066
Si 0 2.7345 0.6835 -0.0373 0.0101 0.0323
Si 5.469 2.7345 0.6835 -0.0145 -0.0154 0.0105
Si 2.7345 5.469 0.6835 -0.0793 0.0773 -0.004
Si 8.2035 5.469 0.6835 0.0262 0.0092 0.0281
Si 0 8.2035 0.6835 -0.0204 -0.0148 0.0089
Si 5.469 8.2035 0.6835 -0.0336 0.0214 0.0309
Si 4.1018 1.3673 2.0507 0.024 0.0594 0.0215
Si 9.5708 1.3673 2.0507 0.0123 -0.0908 -0.0106
Si 1.3673 4.1018 2.0507 0.1336 0.0337 -0.0084
Si 6.8362 4.1018 2.0507 -0.0057 -0.0097 0.0121
Si 4.1018 6.8362 2.0507 -0.0255 -0.1091 -0.0132
Si 9.5708 6.8362 2.0507 0.057 0.0466 0.0311
Si 1.3673 9.5708 2.0507 -0.025 -0.0164 0.0135
Si 6.8362 9.5708 2.0507 0.0955 0.0043 0.0011
Si 0 0 3.418 -0.3286 -0.1061 -0.4147
Si 5.469 0 3.418 0.1383 0.1337 0.3227
Si 2.7345 2.7345 3.418 0.3683 0.4704 -0.3821
Si 8.2035 2.7345 3.418 -0.2525 -0.1169 0.1418
Si 0 5.469 3.418 0.0604 0.186 0.1562
Si 5.469 5.469 3.418 -0.2701 -0.0625 -0.1989
Si 2.7345 8.2035 3.418 -0.0164 0.0039 0.0862
Si 8.2035 8.2035 3.418 -0.0446 0.1751 -0.1046
Si 1.3393 1.4156 4.6665 0.0011 0.0024 -0.0078
Si 6.8175 1.3967 4.8656 -0.0032 0.0012 -0.0072
Si 4.1173 4.1127 4.8236 -0.0019 0.0012 0.0055
Si 9.5217 4.1391 4.7644 -0.0007 0.0045 -0.0074
Si 1.3702 6.8606 4.8188 -0.0021 -0.0023 0.0002
Si 6.7736 6.879 4.7417 0.0003 0.0049 -0.0018
Si 4.0964 9.5804 4.7931 0.0002 -0.0003 -0.0056
Si 9.5337 9.6122 4.7883 -0.0051 -0.0004 0.0021
Si 2.7156 0.1167 6.0042 0.0004 -0.0081 0.002
Si 8.2021 0.0443 6.2517 0.0068 0.0006 0.0056
Si 0.0146 2.7763 6.0217 -0.0022 0.0018 0.0081
Si 5.4785 2.7844 6.3037 -0.002 -0.0016 0.0008
Si 2.7891 5.5375 6.2054 0.0032 0.0021 0.005
Si 8.0973 5.496 6.0834 0.0035 -0.0029 0.0072
Si -0.0154 8.2642 6.1481 0.0051 -0.0023 0.0006
Si 5.4665 8.2319 6.1972 -0.0031 -0.0038 0.0072
Si 3.7398 1.6558 7.4573 0.01 0 0
Si 9.8989 1.2417 7.4238 -0.0182 0.0087 -0.0103
Si 1.5483 3.9198 7.3639 -0.012 0.016 -0.013
Si 6.6477 4.4158 7.6333 0.0059 -0.009 -0.0105
Si 4.3959 6.6548 7.6003 -0.0161 0.0082 -0.0271
Si 9.241 7.0922 7.3162 0.0054 -0.0014 -0.0039
Si 1.1549 9.9608 7.3185 0.0061 -0.0156 -0.0066
Si 7.0534 9.3403 7.5496 -0.0061 0.0106 -0.0082
O 5.514 5.5352 8.12 0.0021 -0.005 0.0095
O 0.047 0.0952 7.9357 0.001 0 0.0112
O 2.628 2.7962 7.887 0.0085 -0.0057 0.0079
O 8.196 8.211 7.923 0.0055 -0.008 0.0068
O 1.3874 9.4829 24.6445 0.0089 -0.0041 -0.0072
O 6.8548 4.0624 24.6327 0.006 -0.0049 -0.0097
O 6.8162 9.4937 24.7102 0.0099 -0.0052 -0.0074
O 1.3651 3.9372 24.7718 -0.0132 0.0157 -0.0072
O 6.4104 9.7534 9.0331 -0.0003 -0.0001 0.0045
O 0.7988 4.4663 8.7325 -0.0012 -0.005 0.0041
O 2.1159 9.4725 8.5656 0.0008 0.0037 0.0043
O 7.4386 3.8883 9.0184 0.0007 0.0013 0.0052
O 9.7174 6.2114 8.623 -0.0062 -0.0002 0.0002
O 4.0863 0.9273 8.8906 -0.002 -0.0009 0.0059
O 3.8054 7.4048 8.9737 0.0021 0.002 0.0127
O 9.4746 2.1336 8.7553 0.003 0.0004 0.0045
O 4.7897 0.1238 23.8769 0.0006 0 0.0099
O 2.5983 0.2482 22.232 -0.0013 -0.002 0.0025
O 10.5743 5.7772 24.0108 -0.0007 0.0013 0.0068
O 5.0577 5.7962 23.656 -0.004 0.0006 -0.0044
O 8.8916 7.8887 23.9872 0.0027 -0.002 -0.0105
O 3.2937 2.3237 23.7193 0.0005 -0.0011 0.0009
O 3.2437 7.7058 23.7123 -0.0012 0.0015 0.0057
O 10.6706 0.5032 23.7611 -0.0024 0.0036 -0.0047
Si 5.1256 10.3161 16.0824 -0.0001 -0.0004 0.0005
Si 3.9603 11.8983 10.5114 0.0048 -0.0013 -0.0051
Si 12.2226 15.1654 16.4853 -0.0004 0 0.0014
Si 8.1299 10.0102 21.1204 -0.0029 0.0007 0.0012
Si 8.0414 11.187 15.0719 -0.0019 -0.0009 0.0031
Si 0.1236 5.0787 12.1077 -0.0023 0.004 -0.0014
Si 11.8242 7.7526 20.9317 -0.0009 0.0005 0.0006
Si 3.8854 1.0477 22.8825 -0.0017 0.0032 -0.0007
Si 2.3473 13.9838 12.0977 0.0009 0.004 0.0042
Si 2.4744 -0.6775 20.8775 -0.0001 0.0017 -0.0008
Si 5.2715 0.3554 20.3992 -0.0006 0.0023 -0.004
Si 8.0908 2.4804 9.5496 -0.001 0.0018 -0.0071
Si 11.5985 0.6716 13.1185 0.0006 -0.0003 0.0057
Si 11.1798 5.9073 9.2307 0.0038 0.003 -0.0081
Si 6.6687 8.2888 17.7666 -0.0006 -0.0008 -0.0021
Si 8.5763 15.8488 18.753 -0.0009 -0.0003 -0.004
Si 12.6911 4.9096 21.3021 0.0032 -0.0007 0.0028
Si 2.5243 9.4906 11.996 0.0008 -0.0045 -0.0007
Si 9.3959 1.1162 22.934 0.0024 -0.0004 0.0003
Si 9.3664 9.2516 17.0274 -0.0021 -0.0036 0.0002
Si 17.3172 6.2829 15.3742 -0.0009 -0.0023 0.0018
Si 10.0308 2.2642 15.3342 -0.002 0.0005 0.004
Si 2.4525 5.2898 13.9612 0 0.001 0.0043
Si 16.2723 6.4858 20.0754 -0.0067 0.0022 -0.001
Si 5.5602 4.5726 17.7769 -0.0022 -0.0013 -0.0039
Si 3.8252 6.4608 22.8066 0.0048 -0.0021 0.0003
Si 4.4302 12.6007 17.9466 0.0008 0.0012 -0.0033
Si -0.5068 14.0499 20.6485 -0.0027 -0.004 -0.0004
Si 10.1815 17.2102 16.4632 -0.0015 0.002 -0.0005
Si 12.992 2.9863 19.1544 -0.0012 0.0007 -0.0034
Si 8.0245 6.7701 20.9407 0.0003 -0.0001 -0.0047
Si 4.1471 8.0119 14.1921 0.001 0 0.0059
Si 8.7565 11.8106 11.9535 -0.0075 0.003 0.0007
Si 2.3499 8.0699 9.3439 0.0029 -0.0017 -0.0083
Si 9.8291 6.8847 23.1284 0.003 0.0006 -0.0033
Si 10.7491 9.9906 19.4147 -0.004 -0.001 -0.0022
Si 6.7013 0.0433 10.0641 -0.005 -0.0023 -0.0066
Si 8.917 4.9669 14.0879 -0.0037 0.0002 0.0033
O 9.8501 1.9403 21.6026 0.0023 0.0055 -0.0018
O 1.3677 17.2079 20.4705 -0.0009 0.0025 0.0031
O 11.2662 4.1568 21.6085 -0.0015 -0.0009 0.0036
O 13.0017 14.8919 17.8607 -0.0014 -0.0012 0.0004
O 4.2641 6.8884 21.2597 0.0034 0.0013 -0.005
O 4.2796 11.5901 16.6668 -0.0005 0.0004 0.0028
O 8.3685 2.311 11.1832 0.0018 -0.0046 0.0071
O 7.0961 4.3891 18.3082 0.0017 0.0013 0.0053
O 3.7552 8.7605 12.7961 -0.0002 -0.0005 0.0002
O 19.5606 6.3835 19.4717 -0.0008 -0.0025 0.0037
O 9.345 5.1905 17.3561 -0.0026 -0.001 0.0046
O 6.437 10.9253 15.2924 -0.0007 -0.0005 0.0006
O 2.9748 10.7546 11.0882 0.0002 -0.0009 0.0011
O 1.8882 12.6838 12.9787 -0.0023 -0.0027 -0.0004
O 4.156 9.2999 15.2262 -0.0014 0 0.0007
O 10.114 7.8343 16.8135 -0.0015 0.0007 0.0017
O 8.2029 22.5285 13.4848 0.0002 -0.001 0.001
O 9.3837 -0.4752 20.1747 0.0055 -0.0004 0.0018
O 0.5501 13.4325 19.5518 0.001 0.0009 0.0032
O -2.3713 2.1667 23.8544 -0.0024 0.0007 0.0034
O 4.8827 14.0763 17.4625 -0.0002 -0.0007 0.0051
O 8.4419 -0.1532 22.5308 -0.0016 -0.0035 -0.0003
O 7.0195 12.268 9.0991 0.0001 0.0001 0.0064
O 4.8895 1.4019 21.6217 0.0027 -0.0012 -0.0003
O 3.1606 4.2801 12.848 0.0002 0.0005 -0.0016
O 6.6413 10.4738 20.6649 0.0008 -0.0015 0.0047
O 9.245 14.7476 19.7573 -0.0023 0.0028 0.0027
O 1.3498 10.0986 13.0018 -0.0033 0.0017 0.0001
O 10.3922 0.7296 11.9924 0.0034 -0.0015 -0.0008
O 20.4121 5.0533 12.5445 -0.0022 0.0013 -0.0016
O 11.9355 5.705 13.3374 0.0014 -0.0009 0.0011
O 3.4005 13.3737 10.9897 -0.0024 0.0008 0.0003
O 8.7303 12.4024 15.9696 0.0007 0.0002 0.0002
O 2.1658 19.646 21.244 -0.0004 -0.0012 0.0038
O 7.0557 7.2538 16.5318 -0.0011 0.0009 0.0035
O 8.0424 8.3785 21.2148 -0.0022 -0.001 0.0042
O 14.9031 10.304 20.1838 -0.0003 -0.0006 0.0042
O 7.3499 16.2755 14.4338 0.0005 -0.0008 -0.0009
O 9.7101 6.1023 14.927 0.0012 -0.0006 0.0031
O 8.0109 -0.2665 11.0189 0.0042 -0.0008 0.0048
O 5.554 1.149 19.0069 -0.0008 -0.0002 0.003
O 5.6106 7.2733 14.313 -0.0015 0.0009 0.0009
O 10.964 8.3879 19.704 -0.0016 0.0023 0.0027
O 2.6195 16.2922 22.6126 -0.0032 -0.0001 0.0016
O 1.2575 7.0537 8.7016 -0.0035 -0.0015 0.0001
O 16.9004 7.6639 19.1041 0.0011 0.001 0.0042
O 8.8575 9.8445 15.5818 -0.0004 0.0002 0.0022
O 0.141 13.9873 16.3159 0.0018 0.001 0.0019
O 8.895 6.0489 22.0988 0.0012 0.0011 0.0029
O 9.3094 14.3632 14.4442 0 -0.0023 0.0013
O 0.1605 6.0517 10.8276 -0.0019 -0.0024 0.0075
O 10.8859 1.0957 14.5382 -0.0005 -0.0004 -0.0014
O 10.9411 7.7431 22.3042 -0.0022 -0.0029 0.0036
O 5.6 9.4185 17.3397 -0.0005 0.0004 0.0022
O 15.7201 5.3701 19.002 -0.0007 -0.0019 0.0031
O 8.0902 9.0395 18.0498 -0.0004 0.0004 0.0036
O 10.4536 10.2082 17.8133 0.0012 0.002 0.0038
O 13.5818 14.8049 20.4071 0 -0.0002 0.003
O 11.8211 3.6821 11.6452 -0.0005 -0.0012 0.0011
O 12.1254 10.7293 19.9446 -0.0028 0 0.0022
O 2.0688 8.3227 10.9322 -0.0013 0.0055 0.0086
O 3.1415 6.7158 14.3827 -0.0015 -0.0009 -0.0008
O 3.0099 12.6697 18.7662 -0.0007 -0.0007 0.004
O 11.7133 16.7104 16.5973 0.0019 -0.0009 0.0012
O 5.4547 0.4978 11.0319 -0.0031 0.001 0.0015
O 13.2529 15.2019 15.2288 -0.002 -0.0002 0.0008
O 6.5886 6.0074 21.0005 0.0047 0.0009 0.006
O 16.3753 5.3221 16.3127 0.0002 0.0008 0.0022

Results
free energy: -137508.414 eV
free energy less fixed offsets of O -568.88, Si -635.61 eV per atom: 0.286 eV

The program warned: the cutoff lies below the one the program advises for these potential files; the exchange-correlation potential is rough where the density is thin.
